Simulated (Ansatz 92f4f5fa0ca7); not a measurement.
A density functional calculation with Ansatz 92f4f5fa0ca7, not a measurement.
Periodic cell of 363 atoms, Si241O122, from a study of silicon, its oxide and their interface. The atomic structure is a simulated model.
Doubt: the cutoff is far below the 930 eV that the study's wrapper takes by default for these files, so forces and energies are approximate.
This geometry differs little from another in the collection (a relaxation step or a small displacement).

Settings: functional PBE; potential files Ansatz PAW; basis plane waves; wave-function cutoff 580 eV; density cutoff ratio 5; exchange-correlation grid ratio 1; k mesh 1 x 1 x 1, Gamma-centred; self-consistency stop 5e-08 eV per atom in the density residual; occupations fixed; spin none; net charge 0.

Cell vectors (angstrom)
a	11.6015	0	0
b	0	13.3963	0
c	0	0	41.4536

Atoms and the computed forces on them: element, x, y, z (angstrom), force x, y, z (eV/angstrom)
Si	0	2.2327	1.1851	-0.0172	-0.0025	0.0481
Si	3.8672	2.2327	1.1851	0.0154	-0.0039	-0.0338
Si	7.7343	2.2327	1.1851	-0.0429	0.015	-0.0087
Si	1.9336	5.5818	1.1851	0.0448	-0.0249	-0.019
Si	5.8008	5.5818	1.1851	0.0365	-0.0667	0.0079
Si	9.6679	5.5818	1.1851	-0.0279	-0.0585	-0.0245
Si	0	8.9308	1.1851	-0.0238	-0.0113	-0.0495
Si	3.8672	8.9308	1.1851	0.0166	-0.0157	0.0113
Si	7.7343	8.9308	1.1851	0.0359	-0.0279	-0.0181
Si	1.9336	12.2799	1.1851	0.0068	0.0531	0.0816
Si	5.8008	12.2799	1.1851	-0.014	0.0451	0.0005
Si	9.6679	12.2799	1.1851	0.0244	0.0232	0.0644
Si	1.9336	1.1164	1.9745	0.1276	0.0099	-0.0082
Si	5.8008	1.1164	1.9745	0.0017	-0.0742	-0.005
Si	9.6679	1.1164	1.9745	-0.101	0.0715	-0.0322
Si	0	4.4654	1.9745	-0.1465	0.0711	-0.0238
Si	3.8672	4.4654	1.9745	-0.1042	0.0624	0.0086
Si	7.7343	4.4654	1.9745	0.0341	0.0676	0.0143
Si	1.9336	7.8145	1.9745	-0.0322	-0.0013	-0.0126
Si	5.8008	7.8145	1.9745	0.0256	0.1023	-0.0094
Si	9.6679	7.8145	1.9745	0.0191	0.1172	0.0026
Si	0	11.1635	1.9745	-0.0737	-0.1537	-0.0308
Si	3.8672	11.1635	1.9745	0.1186	-0.0331	-0.0153
Si	7.7343	11.1635	1.9745	-0.01	-0.0928	-0.053
Si	1.9336	1.1164	4.3426	0.2843	0.0661	-0.1121
Si	5.8008	1.1164	4.3426	0.0235	-0.2145	-0.2921
Si	9.6679	1.1164	4.3426	-0.3737	0.1938	-0.1207
Si	0	4.4654	4.3426	-0.3801	0.1982	0.0624
Si	3.8672	4.4654	4.3426	-0.2444	0.1617	-0.4419
Si	7.7343	4.4654	4.3426	0.1559	0.0781	-0.5058
Si	1.9336	7.8145	4.3426	-0.0512	0.0549	-0.1197
Si	5.8008	7.8145	4.3426	0.0956	0.2514	0.1606
Si	9.6679	7.8145	4.3426	0.0377	0.2753	0.0242
Si	0	11.1635	4.3426	-0.1843	-0.314	0.0813
Si	3.8672	11.1635	4.3426	0.3404	-0.0042	0.361
Si	7.7343	11.1635	4.3426	-0.0329	-0.1722	0.5469
Si	0	0	37.1131	0.4355	0.1534	-0.1677
Si	3.8672	0	37.1131	0.0456	0.1705	-0.0991
Si	7.7343	0	37.1131	0.0451	-0.1121	-0.3005
Si	1.9336	3.3491	37.1131	-0.0193	-0.1303	0.013
Si	5.8008	3.3491	37.1131	-0.5739	0.2965	-0.7097
Si	9.6679	3.3491	37.1131	-0.0976	-0.158	-0.142
Si	0	6.6981	37.1131	0.0807	-0.3476	0.1528
Si	3.8672	6.6981	37.1131	0.1061	-0.1346	0.5183
Si	7.7343	6.6981	37.1131	-0.2705	-0.0722	0.0433
Si	1.9336	10.0472	37.1131	-0.0059	0.0947	0.6094
Si	5.8008	10.0472	37.1131	0.2604	-0.2499	0.086
Si	9.6679	10.0472	37.1131	0.0954	-0.0502	-0.0843
Si	0	0	39.4812	0.1345	0.0646	0.0354
Si	3.8672	0	39.4812	0.0257	0.0954	0.0299
Si	7.7343	0	39.4812	-0.0127	0.0079	0.0131
Si	1.9336	3.3491	39.4812	0.057	-0.0733	-0.0197
Si	5.8008	3.3491	39.4812	-0.2143	0.1044	0.0316
Si	9.6679	3.3491	39.4812	0.003	-0.0427	0.0225
Si	0	6.6981	39.4812	-0.0118	-0.1133	-0.0182
Si	3.8672	6.6981	39.4812	0.1248	-0.1162	-0.011
Si	7.7343	6.6981	39.4812	-0.0763	-0.025	0.0081
Si	1.9336	10.0472	39.4812	0.0095	-0.0249	-0.008
Si	5.8008	10.0472	39.4812	0.1531	-0.0708	0.0041
Si	9.6679	10.0472	39.4812	0.0077	-0.0358	0.0132
Si	0	2.2327	40.2706	0.0262	-0.0033	0.0039
Si	3.8672	2.2327	40.2706	-0.0059	0.0038	0.0503
Si	7.7343	2.2327	40.2706	0.05	-0.0227	-0.0942
Si	1.9336	5.5818	40.2706	-0.0317	0.0248	0.0003
Si	5.8008	5.5818	40.2706	-0.03	0.0731	0.0688
Si	9.6679	5.5818	40.2706	0.0175	0.071	-0.0186
Si	0	8.9308	40.2706	0.0249	0.018	0.0079
Si	3.8672	8.9308	40.2706	-0.021	0.0062	-0.0032
Si	7.7343	8.9308	40.2706	-0.0261	0.0252	0.0305
Si	1.9336	12.2799	40.2706	-0.0124	-0.055	-0.0071
Si	5.8008	12.2799	40.2706	0.0009	-0.0385	-0.0342
Si	9.6679	12.2799	40.2706	-0.0199	-0.0179	-0.0729
Si	-4.4548	-6.765	31.103	0.0004	0.0072	-0.0053
Si	6.9776	-5.7541	27.3948	-0.0023	-0.0099	-0.0011
Si	7.1003	-1.3338	24.8954	0.0013	-0.0002	0.006
Si	-2.4635	5.4573	30.9073	-0.0047	-0.0155	-0.0016
Si	10.9937	4.0997	26.4295	0.0084	-0.0021	-0.0049
Si	10.0187	8.3016	27.4618	-0.0054	0.0133	0.0134
Si	0.2784	8.8678	31.1498	0.0018	0.0053	0.0056
Si	5.9157	4.6048	27.7228	-0.0042	0.0028	-0.0014
Si	3.8496	8.1235	29.3182	0.0018	-0.0161	0.0196
Si	3.7949	4.9512	29.9147	0.0046	0.0022	0.0242
Si	6.9772	10.4318	30.1386	0.0126	0.0028	0.0035
Si	9.1106	10.9469	29.1125	-0.0147	-0.0134	0.043
Si	-1.3105	-2.6672	31.1443	0.0318	0.0193	-0.0146
Si	3.1978	-3.7461	18.6234	-0.0036	-0.0015	-0.0044
Si	8.3536	2.3356	30.8632	-0.015	-0.0151	0.0125
Si	5.6317	0.7826	30.1196	0.0117	-0.0151	0.0308
Si	2.0226	11.4955	26.8289	0.0043	0.0078	0.0092
Si	13.4652	7.9216	23.7506	-0.0016	-0.0068	-0.0045
Si	-5.3684	8.2671	29.5602	0.0026	-0.0099	0.0196
Si	0.9264	4.2873	29.2172	-0.0037	0.0061	-0.0099
Si	2.6812	9.3421	30.9823	0.0026	0.0076	0.0073
Si	1.3181	16.2325	24.8991	-0.0043	0.0047	0.0042
Si	3.0129	11.6955	31.0179	-0.0102	0.0049	-0.0053
Si	11.0143	6.8113	30.031	0.0005	0.0071	0.0008
Si	0.2126	2.0688	33.0641	0.0021	0.0225	-0.002
Si	4.1529	2.0841	32.6295	-0.0006	0.0044	-0.0087
Si	7.963	2.1604	33.1894	-0.0005	-0.0023	-0.0072
Si	3.9909	4.4405	32.2643	0.0109	0.0128	-0.0027
Si	5.9986	5.5318	32.8587	-0.0078	-0.0043	-0.0017
Si	9.9022	5.371	33.1954	0.0085	-0.0026	0.007
Si	0.1381	8.6724	33.4428	0.004	-0.0008	-0.0029
Si	3.7947	8.8873	33.1431	0.0086	-0.0043	-0.0004
Si	8.2451	10.0005	32.076	-0.0469	0.0017	0.0229
Si	2.1841	12.1441	33.2065	-0.0004	-0.002	-0.0051
Si	5.8528	12.295	33.2951	-0.007	0.0008	0.0021
Si	9.9721	12.1728	33.1302	0.0154	0.0035	-0.0053
Si	2.204	1.0496	33.7714	-0.0034	-0.0017	0.0135
Si	5.9199	1.178	33.9194	0.0004	0.0041	0.0084
Si	9.9156	1.0284	33.9406	0.0192	0.0052	0.01
Si	0.3017	4.2651	33.9504	0.0061	-0.0143	-0.0029
Si	2.5359	5.2084	33.9745	0.0032	-0.008	0.0006
Si	7.8609	4.386	33.9786	-0.0021	0.0075	0.0166
Si	2.1125	7.5864	34.157	-0.0057	0.0027	0.0089
Si	5.7079	7.6462	33.9214	-0.0108	0.0041	0.0056
Si	9.7814	7.5359	34.0588	-0.0099	-0.0044	0.0026
Si	0.2138	11.0054	34.0352	0.0049	0.0024	0.0081
Si	4.0188	11.0601	34.1288	0.0018	0.0044	0.0063
Si	7.9042	11.3827	33.9244	-0.0048	-0.0424	-0.0128
Si	1.9748	1.1231	36.2243	0.0018	0.001	0.003
Si	5.804	1.1303	36.2992	-0.0015	-0.0018	0.0048
Si	9.6882	1.0914	36.3099	0.004	-0.0071	0.003
Si	-0.0002	4.4266	36.3116	-0.008	-0.0066	0.0064
Si	3.744	4.5353	36.169	-0.0029	0.0069	0.0151
Si	7.7305	4.4623	36.3312	0.002	0.0002	-0.0003
Si	1.951	7.8183	36.4456	-0.0006	0.0025	0.0099
Si	5.7806	7.81	36.301	-0.0089	0.0071	0.003
Si	9.6642	7.7929	36.3732	-0.0014	0.0023	0.0029
Si	0.0229	11.1669	36.364	0.006	0.003	0.0063
Si	3.8776	11.1481	36.4247	-0.0006	-0.0007	0.0011
Si	7.7475	11.1456	36.2886	-0.0042	0.0062	0.0026
Si	-0.0044	0.0048	5.0073	-0.0071	0.0015	0.005
Si	3.8848	0.0034	5.1651	0.0014	-0.0014	-0.0036
Si	7.7287	-0.0036	5.1431	-0.0015	0.0004	-0.0062
Si	1.9122	3.3638	5.078	0.0029	-0.0039	-0.0031
Si	5.7954	3.3558	4.9957	0.0046	-0.0063	0.0045
Si	9.6301	3.3526	5.1618	-0.0071	0.0012	-0.0017
Si	-0.0074	6.7218	5.1404	0.0008	0.0078	-0.0037
Si	3.8711	6.7036	5.0995	0.0034	0.0044	0.0037
Si	7.746	6.696	5.0961	0.0071	-0.0006	-0.0019
Si	1.9437	10.0516	5.1159	0.0026	0.0037	0.0018
Si	5.8138	10.0426	5.2559	0.0043	0.0018	-0.0031
Si	9.6598	10.0465	5.2443	0.0018	0.0021	-0.0031
Si	-0.0097	0.0137	7.3028	-0.0037	0.0022	-0.0088
Si	3.9487	0.0667	7.5537	-0.0016	-0.0032	0.0098
Si	7.6834	0.0149	7.5214	0.0072	-0.0011	0.0092
Si	1.7357	3.4356	7.4033	0.0013	0.0077	0.0115
Si	5.6667	3.3851	7.2777	-0.0121	0.0011	0.0122
Si	9.4523	3.3617	7.5456	-0.0029	0.0083	-0.0012
Si	-0.01	6.8251	7.5141	0.0065	-0.0043	0.0045
Si	3.8791	6.7515	7.4419	0.0128	-0.0089	-0.0007
Si	7.7897	6.6641	7.4411	-0.0062	0.0018	0.0018
Si	2.0019	10.0862	7.4734	0.0033	0.0005	-0.0046
Si	5.8677	10.0108	7.767	-0.0041	-0.0029	-0.002
Si	9.6675	10.06	7.7305	0.0036	-0.0006	0.0015
Si	-0.1789	2.2357	8.0966	-0.0081	-0.003	0.0012
Si	3.7078	2.3918	8.0733	0.023	0.0008	-0.0047
Si	2.3826	4.7952	14.0086	-0.0213	0.0239	-0.0078
Si	0.0972	7.0959	11.604	-0.0148	-0.0306	0.0233
Si	5.81	5.5624	8.116	-0.0115	0.0047	0.0001
Si	9.7276	5.5896	8.3419	0.0068	-0.0228	-0.0038
Si	0.1135	9.0711	8.4332	0.0064	0.0043	-0.0048
Si	-2.0179	3.5653	11.53	-0.0485	-0.0244	-0.003
Si	7.7885	8.7369	8.5545	0.0005	-0.0047	-0.0059
Si	1.9541	12.37	8.1056	0.0046	-0.0024	0.011
Si	5.8559	12.3008	8.5419	-0.008	0.0137	0.0089
Si	9.6829	12.3986	8.2683	-0.0056	0.0029	-0.0054
Si	1.9058	5.6743	8.1881	-0.0042	0.0074	-0.0026
Si	3.4989	-1.3737	12.6283	0.0056	-0.0077	-0.0069
Si	6.0776	5.5922	10.4408	-0.0312	-0.0159	0.0036
Si	-3.7947	7.3064	10.6637	-0.0104	-0.0025	0.0135
Si	3.0236	8.3538	10.5967	0.0523	-0.0065	-0.0117
Si	7.1542	0.5789	13.3957	0.0262	0	0.0018
Si	-5.0886	11.9495	20.9242	-0.0023	-0.004	-0.0017
Si	1.2336	12.8597	10.2495	0.0642	0.0042	0.0132
Si	7.4101	15.6277	8.2988	0.0042	-0.0003	0.026
Si	4.4153	18.5559	15.9785	0.006	0.0468	0.0031
Si	3.8643	8.9183	8.4097	-0.0052	0.01	0.0099
Si	7.5297	7.9801	12.8599	0.0245	-0.025	-0.0223
Si	2.0672	6.2219	10.4568	-0.0352	0.0018	0.0098
Si	6.3084	-4.3868	25.4964	0.0009	0.0059	0.0024
Si	8.5253	0.1638	22.685	-0.0036	-0.0068	-0.0031
Si	-5.5008	2.0191	10.3994	-0.0349	-0.0058	-0.1003
Si	3.8717	4.9785	11.2894	0.0229	0.0422	0.0054
Si	10.7986	0.5164	14.0394	-0.0166	0.0311	0.0038
Si	-2.4941	2.1154	13.5519	0.017	-0.0271	0.0117
Si	5.8347	13.1485	10.8705	-0.0162	-0.0236	-0.0088
Si	10.4913	13.1898	10.3424	-0.0307	0.0073	0.0006
Si	0.3032	7.161	13.9949	-0.0076	-0.0031	-0.0312
Si	7.2413	17.156	11.3825	0.0759	0.0779	0.0219
Si	4.5677	14.6476	17.4842	-0.0003	-0.0116	0.0049
O	3.8201	-5.0445	12.0883	-0.004	0.013	-0.0092
O	19.1871	13.0646	21.4407	0.0041	0.0033	0.0039
O	-0.7293	-18.4422	26.0754	0.0055	0.0009	-0.002
O	7.9821	24.1028	15.1884	-0.0069	-0.0014	0.0029
O	6.6843	16.4228	22.782	0.001	-0.0044	0.0008
O	16.7103	-1.2538	21.7519	0.0014	-0.0002	0.0017
O	4.6809	3.0853	24.4726	0.0037	-0.0011	-0.0018
O	-0.028	16.0784	25.8165	0.0033	-0.0007	0.0024
O	0.9344	22.0308	14.4459	0.0008	0.0058	0.0027
O	30.1039	19.5088	18.1973	-0.0036	-0.0128	0.0029
O	22.1441	15.7451	20.9325	0.0028	-0.0017	0.0004
O	9.4013	17.3339	26.6813	-0.0089	-0.0014	0.0078
O	-6.4951	13.9383	28.5678	-0.0005	0.0099	-0.0137
O	-5.0984	-7.3338	27.3108	0.0077	0.0141	0.0042
O	-3.2786	-20.7308	23.2484	-0.0007	0.0023	0.0029
O	3.9946	1.7479	26.6202	0.0029	-0.0018	0.0024
O	20.3418	17.2848	30.388	0.009	0.0166	-0.0009
O	-17.9407	-22.2351	29.237	-0.0052	-0.0052	0.0024
O	24.7855	6.3136	23.7364	0.0036	0.0023	0.0022
O	-10.1015	-13.7414	17.7433	-0.0031	0.0128	0.0091
O	-3.3163	25.7854	23.8132	0.0021	0.002	0.0008
O	-7.9599	26.3374	13.9878	0.0042	0.0051	0.0071
O	27.8888	4.7191	17.5104	0.0098	0.0004	-0.0231
O	5.2742	8.1692	21.1051	-0.0001	0.0002	0.0041
Si	3.8617	-8.797	20.6488	0.0044	0.0052	0.0016
Si	7.2866	21.0417	17.7888	0.0052	-0.0006	-0.0012
Si	12.4523	9.2282	10.7581	-0.0313	-0.026	-0.0075
Si	-11.2287	18.6346	23.8262	-0.0014	-0.0047	0.0069
Si	-6.887	22.6109	13.1614	-0.0233	0.0167	0.0013
Si	11.5623	25.3197	25.4457	-0.0158	0.0003	-0.0016
Si	3.8187	-10.6178	10.3572	-0.0017	0.0032	0.0005
Si	7.997	15.8033	23.5683	0.0014	0.0164	0.0106
Si	3.9541	-10.1994	25.9014	-0.0008	0.0049	-0.0014
Si	9.1362	10.2455	14.1307	0.009	-0.0145	-0.0035
Si	0.2223	9.5497	15.6046	0.0013	-0.0152	0.0013
Si	-15.1248	7.6888	23.2865	0.0035	-0.0033	-0.0029
Si	6.7611	8.7849	20.7384	0.0021	-0.0015	-0.0037
Si	10.1695	12.9239	17.0221	0.0089	-0.0058	-0.0066
Si	11.162	31.1951	17.5135	-0.0089	0.0206	-0.0077
Si	-13.8899	18.3394	22.5818	0.0038	0.0007	0.0067
Si	21.3802	5.9172	10.7462	0.0053	0.0115	0.0055
Si	-0.3831	27.7023	21.3495	-0.0026	-0.0016	0.006
Si	11.3571	1.6685	30.7473	0.0063	-0.0161	0.057
Si	-0.4806	28.8826	10.405	0.0266	0.004	0.0126
Si	7.794	7.9654	32.9124	0.0016	-0.0054	0.0006
Si	12.8404	11.2938	11.97	0.0128	0.0064	-0.0145
Si	10.333	20.665	16.5823	0.0094	0.0066	-0.0113
Si	1.7199	28.8791	13.3105	-0.0248	-0.01	-0.0592
Si	1.7918	1.6184	11.0546	-0.03	-0.0273	0.0125
Si	-6.2745	25.3113	18.2141	-0.0023	-0.0071	0.0084
Si	3.2198	9.2985	26.3292	0.0115	-0.008	-0.0148
Si	13.6282	16.2854	18.5737	0.0106	0.013	0.0039
Si	19.0898	25.4413	15.9832	0.0101	-0.0098	0.0102
Si	13.3112	12.9176	29.4666	0.0246	0.0041	0.0511
Si	7.0557	5.1364	14.2496	-0.0027	0.0188	-0.0258
Si	-5.5784	4.7628	18.4665	-0.0066	0.0121	0.004
Si	-2.0615	3.3249	20.072	0.0024	0.009	0.002
Si	-7.0088	21.6379	16.1855	-0.0295	-0.0334	-0.0185
Si	-17.7606	-1.3556	31.0032	-0.0101	-0.0007	0.0001
Si	16.2788	13.0477	23.0367	0.0023	0.0029	0.0001
Si	5.0717	16.1842	22.9432	0.0008	0.0035	0.0082
Si	12.6018	11.4885	17.5649	-0.0002	-0.0131	-0.004
Si	8.2513	29.5687	26.6809	0.005	0.0051	-0.0045
Si	0.6157	41.0034	18.563	-0.0023	-0.0128	-0.0056
Si	-7.8587	13.9393	27.6538	-0.0115	0.0082	0.0083
Si	-14.1666	13.2212	26.9826	-0.0043	-0.0058	0.0114
Si	-12.4639	9.0272	24.5854	0.0012	-0.008	0.0045
Si	3.6747	7.7757	21.1233	-0.0002	0.0028	-0.0051
Si	7.2331	29.6018	18.1689	0	0.0098	-0.0001
Si	9.0086	16.7578	15.5865	0.0074	-0.0042	-0.026
Si	27.5374	0.9953	14.334	-0.033	0.0033	-0.0168
Si	-0.9104	25.6081	12.4548	-0.0028	-0.0163	0.0039
Si	1.6711	13.615	23.5016	0.0038	0.009	0.0062
O	-18.9225	13.1512	18.0582	-0.0059	0.0118	-0.0044
O	19.2207	12.7897	26.2635	-0.0029	-0.0003	-0.0018
O	-19.5945	18.4261	12.9382	0.0261	-0.0071	-0.0056
O	-13.4728	14.87	30.5283	-0.0084	0.0048	-0.0132
O	0.5631	25.9918	24.0817	0.0031	-0.0015	0.0009
O	30.2251	16.8096	27.5511	0.0007	-0.0044	0.0095
O	-7.1037	10.6327	18.7856	0.0053	0.004	0.0032
O	-18.9369	12.8387	11.3869	0.008	0.0048	-0.0073
O	11.7695	-13.2312	20.0104	0.0017	0.002	0.0021
O	10.3942	17.348	18.8619	0.0001	-0.004	0.0047
O	-2.8237	7.6109	17.0601	-0.0044	-0.0013	0.0028
O	22.8872	21.9893	16.8401	-0.001	0.0022	0.0024
O	18.4966	23.7715	21.0817	0.0017	0.0024	0.0021
O	10.74	14.2868	17.7665	0.0064	0.0067	0.0092
O	17.2567	-0.7431	24.321	-0.0007	0.0004	0.003
O	10.0826	26.877	22.1739	0.0013	0.0009	0.0021
O	22.4908	7.3958	28.4898	0.0051	-0.0049	0.0001
O	17.7186	38.4604	16.7949	0.0043	0.0053	-0.0123
O	12.0093	-4.7255	23.6101	-0.0006	0.004	-0.001
O	8.6069	7.5517	27.1884	0.0004	-0.0042	-0.0023
O	15.1026	19.9371	29.6235	0.0033	-0.001	0.0022
O	-4.3352	13.1611	14.8167	-0.0011	0.0107	-0.0134
O	21.2998	-16.9893	28.0519	0.0061	-0.0049	-0.0076
O	-35.8996	3.6821	16.1954	0.0025	-0.0044	0.0036
O	-19.8847	15.6295	17.8096	-0.003	-0.0006	0.0011
O	-8.6908	8.241	22.5169	0.0014	0.0021	0.0059
O	3.3455	12.5603	26.8091	-0.0021	-0.0139	-0.0033
O	19.4416	21.4704	21.7242	0	0.0026	0.002
O	-10.2842	11.7497	28.3377	-0.0059	-0.0118	-0.0259
O	8.2464	29.3148	19.4509	-0.0026	-0.0063	0.0037
O	32.3995	16.9191	23.3997	-0.0028	-0.0062	0.0018
O	30.1692	12.909	12.1	0.0194	0.0095	0.0318
O	12.7329	3.9474	17.6682	0.005	-0.0062	0.004
O	14.9688	-18.2988	27.7669	-0.0035	0.0074	0.0092
O	20.1682	12.6168	17.0913	0.0022	0.0039	0.0032
O	23.807	32.4423	30.0806	-0.0001	0.0036	0.0082
O	4.7413	14.5415	15.8817	0.0067	-0.0003	0.0267
O	27.6473	22.3776	14.745	0.0043	-0.0287	0.0192
O	38.8994	-6.6623	15.9096	0.0232	0.0018	0.0313
O	7.122	46.88	13.7938	0.0014	-0.0196	0.0105
O	14.6386	21.9961	19.8581	0.0019	-0.0052	0.0102
O	25.636	8.3834	25.2128	0.0019	0.0032	0.0088
O	12.576	3.73	23.5729	-0.0007	0.0013	0.0001
O	-24.2734	-3.1499	14.9354	-0.0014	0.0082	0.0036
O	18.8223	8.5253	19.1767	-0.002	0.0025	0.009
O	5.9907	15.1271	18.1404	0.0038	-0.0012	0.0004
O	3.1117	31.1779	15.4112	0.0077	-0.0033	0.0164
O	-13.8186	38.0371	12.8592	0.0043	0.0151	-0.0053
O	18.5718	-22.6852	12.9984	0.007	0.0058	-0.021
O	34.1669	32.8135	17.4239	0.004	-0.0134	0.007
O	20.7532	-0.9834	28.3909	0.0064	0.0206	-0.0182
O	-1.1884	26.3089	26.1262	0.014	-0.0019	-0.0034
O	24.4311	10.7397	16.1094	0.0028	0.008	0.0061
O	-8.5286	-0.6023	23.2873	0	-0.0033	0.0032
O	16.0824	37.5634	12.8562	-0.0002	-0.0209	0.0174
O	-0.8755	24.0216	24.886	0.0011	0.0093	0.0061
O	22.443	32.3177	22.6918	-0.0006	0.0015	-0.0006
O	6.2848	22.411	12.8545	-0.011	0.0252	0.0119
O	-9.7904	23.9249	18.6101	-0.0002	0.0034	0.003
O	8.8958	1.4198	27.331	0.0006	0.0003	0.008
O	10.9565	25.0235	17.6939	-0.002	0.0039	0.0002
O	23.6226	0.2524	30.1853	-0.0043	-0.0119	-0.002
O	7.0608	41.8244	30.0811	-0.0043	0.0074	-0.0076
O	-7.4458	43.9409	22.0147	0	-0.0002	0.0006
O	-10.1064	6.1087	14.3362	0.0106	-0.0075	0.0067
O	25.1795	41.5857	24.5829	0.001	-0.0059	0.0013
O	-34.11	14.5871	14.21	-0.0161	-0.0148	0.0096
O	2.4709	14.1525	28.6703	0.0056	0.0014	-0.007
O	14.2806	3.7782	19.8256	-0.0082	-0.0097	-0.0071
O	-17.863	31.4908	19.9493	-0.0008	-0.0013	-0.0049
O	15.0994	8.8679	17.2234	0.0189	-0.0066	-0.0226
O	23.4064	-8.9145	27.7779	0.002	-0.0022	0.0076
O	12.59	27.7922	22.2406	0.0008	-0.0007	-0.0024
O	14.0123	3.6769	25.7637	0.0021	-0.0001	0.0034
O	4.8096	14.6124	22.6112	0.0018	-0.002	0.0011
O	1.3136	17.0777	13.4605	-0.0154	-0.0042	-0.005
O	18.0178	25.6841	19.346	0.0027	0	0.0084
O	-14.4107	22.1586	13.5539	-0.0058	0.0071	0.0073
O	10.5669	6.9193	14.9669	-0.0073	0.0011	0.0175
O	17.2791	1.3201	13.4608	-0.0021	0.0054	0.0113
O	2.5582	4.1347	29.1743	0.0004	-0.0048	-0.0042
O	27.8801	4.376	26.7146	-0.0018	-0.0033	-0.0009
O	4.7229	22.8229	25.6508	-0.0093	0.0026	0.0051
O	0.3047	2.9488	29.8962	0.0057	0.0245	-0.025
O	-11.9321	18.6689	25.3163	0.0011	0.0037	-0.0021
O	19.6803	2.6774	16.7626	-0.0058	-0.0124	0.0216
O	18.3549	8.0539	24.2038	-0.0005	0.0006	0.0045
O	-1.0999	13.1104	15.4398	-0.0011	-0.0002	0.0078
O	18.6422	10.4643	25.2168	0.0032	-0.0046	0.0009
O	8.3637	-8.5726	15.175	0.0128	0.0034	0.018
O	4.4979	1.5823	31.0439	0.0033	-0.0044	-0.001
O	15.0183	19.5534	20.9475	0.0005	-0.0022	0.0009
O	7.7142	2.3574	25.1876	0.0015	-0.0035	-0.0041
O	-2.2293	-18.2863	23.8665	-0.0015	0.0012	0.0006
O	14.8241	42.2856	13.9464	0.0609	-0.0033	0.0375
O	6.1412	8.2493	16.7635	-0.0006	0.0002	0.0007
O	-5.8464	4.8143	15.1437	-0.0259	0.0137	0.0085
O	-14.1879	17.9616	21.0143	-0.001	-0.0028	-0.003

Results
free energy: -222577.992 eV
free energy less fixed offsets of O -568.88, Si -635.61 eV per atom: 7.378 eV

The program warned: the cutoff lies below the one the program advises for these potential files; the exchange-correlation potential is rough where the density is thin.
